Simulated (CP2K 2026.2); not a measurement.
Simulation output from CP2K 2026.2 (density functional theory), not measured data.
Periodic cell of 506 atoms, Si360O144H2, from a study of silicon, its oxide and their interface. The atomic structure is a simulated model.
Doubt: the forces sum to 2.69 eV/angstrom along one axis rather than to zero, so they err by at least 0.0053 eV/angstrom per atom on average; the grid cutoff is modest.

Settings
functional: PBE
method: Gaussian and plane waves
basis set: DZVP-MOLOPT-SR-GTH
pseudopotentials: GTH-PBE
grid cutoff: 350 Ry, relative cutoff 50 Ry
k points: Gamma only
occupations: fixed
spin: none
net charge: 0

Cell vectors (angstrom)
a	16.32	0	0
b	0	16.32	0
c	-6.0664	-3.5977	34.0734

Atoms and the computed forces on them: element, x, y, z (angstrom), force x, y, z (eV/angstrom)
Si	1.668	14.87	0.066	-0.147	0.083	-0.25
Si	-1.727	-2.412	33.944	0.042	0.138	0.019
Si	1.161	4.143	0.159	0.016	0.074	-0.233
Si	3.728	7.086	0.201	0.134	-0.163	-0.351
Si	1.502	9.316	0.016	0.018	0.112	-0.33
Si	-2.24	8.999	34.064	0.027	-0.268	-0.452
Si	6.454	15.218	0.139	0.173	-0.047	-0.102
Si	9.419	1.611	0.036	-0.025	0.013	-0.219
Si	7.2	3.837	0.03	-0.174	0.161	-0.258
Si	9.319	6.894	0.285	0.069	-0.023	-0.198
Si	1.013	5.439	34.025	-0.205	0.111	-0.458
Si	9.916	11.801	0.121	-0.144	0.153	-0.374
Si	12.423	14.675	0.176	-0.038	-0.008	-0.236
Si	14.529	1.619	0.103	0.022	-0.153	-0.338
Si	12.501	3.999	0.19	0.036	0.031	-0.107
Si	15.328	6.416	0.051	-0.228	0.113	-0.301
Si	12.25	9.717	0.218	0.038	-0.168	-0.332
Si	14.777	12.652	0.161	0.104	0.025	-0.365
Si	2.824	0.077	1.392	0.078	-0.048	-0.251
Si	5.502	2.719	1.298	0.142	-0.058	-0.283
Si	2.706	5.379	1.458	-0.068	0.119	-0.178
Si	5.436	8.136	1.423	-0.044	0.065	-0.116
Si	2.697	10.939	1.304	0.034	0.035	-0.224
Si	5.353	13.651	1.462	-0.03	0.02	-0.097
Si	8.185	0.028	1.354	-0.168	0.031	-0.28
Si	10.883	2.796	1.454	0.016	0.01	-0.24
Si	8.111	5.4	1.577	0.031	0.009	-0.254
Si	10.99	8.114	1.461	-0.123	0.085	-0.272
Si	8.143	10.76	1.287	0.081	-0.045	-0.129
Si	10.896	13.489	1.482	0.007	-0.096	-0.199
Si	13.517	0.012	1.481	0.019	-0.092	-0.179
Si	-0.074	2.644	1.437	-0.16	0.052	-0.141
Si	13.74	5.423	1.536	0.05	0.052	-0.268
Si	-0.005	8.143	1.371	-0.044	-0.136	-0.137
Si	13.726	10.967	1.491	-0.078	0.141	-0.149
Si	0.027	13.787	1.457	0.131	-0.051	-0.216
Si	1.379	1.352	2.759	0.016	-0.009	0.044
Si	4.136	4.043	2.747	0.025	-0.007	-0.032
Si	1.356	6.793	2.808	-0.032	-0.031	0.098
Si	4.105	9.602	2.727	-0.04	0.019	0.073
Si	1.346	12.278	2.747	0.011	-0.009	0.047
Si	4.07	15.009	2.854	-0.06	-0.003	0.181
Si	6.831	1.381	2.781	0.056	0.007	-0.051
Si	9.552	4.11	2.877	0.076	-0.032	0.179
Si	6.715	6.762	2.856	-0.033	-0.015	0.155
Si	9.526	9.481	2.785	0.023	-0.065	0.053
Si	6.805	12.212	2.679	0.077	-0.037	-0.054
Si	9.498	14.93	2.736	0.042	0.014	0.02
Si	12.173	1.36	2.838	-0.058	0.08	0.121
Si	15.003	4.024	2.903	0.02	-0.038	0.156
Si	12.331	6.792	2.838	0.001	-0.039	0.082
Si	15.015	9.521	2.793	0.056	-0.086	0.033
Si	12.298	12.233	2.881	0.013	0.014	0.2
Si	14.988	15.076	2.852	-0.047	0.043	0.105
Si	0.054	0.049	4.221	-0.079	-0.048	-0.005
Si	2.745	2.716	4.133	0.011	-0.008	-0.006
Si	0.035	5.432	4.238	-0.01	0.044	-0.111
Si	2.753	8.196	4.133	-0.006	-0.065	-0.129
Si	0.041	10.891	4.16	0.051	0.028	0.015
Si	2.704	13.606	4.18	-0.001	0.079	-0.076
Si	5.478	0.021	4.195	0.015	0.001	-0.073
Si	8.181	2.722	4.207	-0.072	-0.014	-0.09
Si	5.403	5.392	4.212	0.058	0.064	0.046
Si	8.15	8.126	4.177	0.096	0.067	-0.09
Si	5.468	10.911	4.137	-0.078	-0.041	0.008
Si	8.147	13.567	4.102	0.003	0.014	0.055
Si	10.834	-0.039	4.177	0.029	0.063	-0.019
Si	13.578	2.688	4.23	0.051	0.032	-0.089
Si	10.94	5.46	4.216	-0.012	-0.064	0.015
Si	13.651	8.185	4.189	-0.044	-0.018	0.048
Si	10.89	10.854	4.196	-0.046	0.008	-0.098
Si	13.65	13.645	4.208	-0.063	-0.051	-0.041
Si	1.364	-1.371	16.554	0.005	-0.021	0.03
Si	4.086	1.356	16.548	0.015	-0.027	0.039
Si	1.359	4.075	16.569	-0.03	0.036	0.03
Si	4.118	6.817	16.554	-0.056	-0.042	0.034
Si	1.39	9.539	16.565	-0.006	0.013	0.065
Si	4.101	12.241	16.572	0.018	0	0.073
Si	6.81	-1.368	16.538	0.03	-0.017	0.018
Si	9.55	1.363	16.541	0.01	0.017	0.024
Si	6.815	4.081	16.554	-0.027	-0.001	0.042
Si	9.522	6.789	16.55	-0.029	-0.004	0.054
Si	6.794	9.512	16.543	0.01	0.045	0.018
Si	9.547	12.26	16.529	-0.019	0.005	0.031
Si	12.233	-1.358	16.529	-0.012	0.121	0.018
Si	-1.333	1.362	16.544	-0.01	-0.039	0.037
Si	12.256	4.09	16.52	-0.001	0.001	0.038
Si	-1.335	6.813	16.567	0	0.017	0.046
Si	12.261	9.509	16.548	0.013	-0.037	0.037
Si	-1.345	12.218	16.538	0.018	-0.009	0.034
Si	2.705	0.013	17.925	-0.024	-0.018	0.006
Si	5.467	2.696	17.917	-0.048	0.081	0.052
Si	2.75	5.448	17.9	0.074	0.012	0.102
Si	5.464	8.161	17.969	0.051	0.013	-0.039
Si	2.774	10.865	17.974	-0.045	0.012	-0.052
Si	5.436	13.636	17.947	0.028	-0.04	0.074
Si	8.22	-0.049	17.889	-0.098	0.02	-0.011
Si	10.885	2.767	17.905	0.054	-0.055	0.108
Si	8.138	5.46	17.951	0.101	-0.007	0.012
Si	10.916	8.12	17.911	0.001	0.066	0.046
Si	8.154	10.911	17.859	-0.051	-0.056	0.066
Si	10.897	13.609	17.937	-0.013	-0.03	0.007
Si	-2.731	0.014	17.882	-0.038	-0.073	0.031
Si	-0.005	2.717	17.964	0.086	-0.034	-0.015
Si	-2.693	5.415	17.912	-0.09	0.016	-0.007
Si	0.004	8.213	17.939	0.036	-0.067	0.112
Si	-2.727	10.892	17.929	0.085	0.001	0.031
Si	0.036	13.538	17.916	-0.061	0.125	0.068
Si	1.335	1.327	19.335	-0.015	0.054	-0.035
Si	4.087	4.058	19.294	-0.045	-0.023	0.02
Si	1.43	6.86	19.265	-0.018	0.108	-0.18
Si	4.17	9.547	19.37	-0.015	0.015	0.023
Si	1.422	12.219	19.35	-0.085	0.057	0.112
Si	4.032	-1.335	19.329	-0.032	-0.016	-0.023
Si	6.851	1.289	19.229	0.076	-0.018	-0.152
Si	9.513	4.105	19.311	-0.046	0.015	-0.073
Si	6.774	6.786	19.377	-0.027	-0.054	-0.016
Si	9.489	9.505	19.183	-0.028	0.006	-0.208
Si	6.864	12.301	19.291	0.108	0.075	-0.073
Si	9.582	-1.334	19.336	0.03	0.042	0.009
Si	12.295	1.452	19.274	0.069	0.054	-0.058
Si	-1.375	4.076	19.337	-0.013	-0.022	0.002
Si	12.273	6.738	19.308	-0.011	0.011	-0.009
Si	-1.376	9.573	19.346	-0.018	-0.005	-0.068
Si	12.204	12.21	19.321	0.05	0.03	-0.041
Si	-1.437	-1.455	19.198	-0.105	-0.086	-0.12
Si	-0.119	-0.109	20.515	0.177	-0.183	0.335
Si	2.707	2.709	20.709	0.016	0.035	0.233
Si	0.047	5.478	20.561	0.109	0.055	0.152
Si	2.804	8.179	20.718	0.006	-0.134	0.089
Si	0.024	10.906	20.754	0.045	0.083	0.331
Si	2.706	13.63	20.789	0.114	-0.047	0.14
Si	5.457	0.025	20.622	-0.032	-0.066	0.215
Si	8.198	2.621	20.594	0.122	0.042	0.271
Si	5.431	5.374	20.758	-0.091	-0.049	0.278
Si	8.197	8.19	20.625	-0.035	0.076	0.139
Si	5.547	10.963	20.704	0.098	-0.051	0.149
Si	8.24	13.643	20.736	-0.037	-0.079	0.275
Si	10.982	0.079	20.627	-0.061	0.098	0.352
Si	-2.723	2.779	20.806	-0.046	-0.081	0.237
Si	10.879	5.431	20.733	-0.027	0.035	0.219
Si	-2.732	8.145	20.674	0.069	0.067	0.261
Si	10.769	10.843	20.588	-0.006	-0.059	0.182
Si	-2.752	13.532	20.705	0.07	0.22	0.229
Si	0.972	-1.602	22.035	-0.265	0.219	0.061
Si	4.345	1.571	22.012	-0.125	0.081	0.249
Si	1.497	4.328	21.985	0.043	-0.065	0.084
Si	3.768	6.49	22.078	0.209	-0.032	0.272
Si	1.28	9.354	22.061	-0.06	0.156	0.298
Si	4.49	12.578	22.059	-0.114	0.059	0.296
Si	6.644	-1.459	22.001	0.029	0.042	0.289
Si	9.848	1.633	22.025	-0.157	-0.156	0.037
Si	6.624	3.678	21.957	0.012	0.001	0.228
Si	9.669	7.012	22.024	0.083	0.044	0.288
Si	7.188	9.828	21.976	-0.072	-0.06	0.229
Si	9.387	12.036	22.107	0.081	0.04	0.246
Si	-3.809	-1.086	21.986	0.094	0.078	0.043
Si	-1.561	1.058	21.965	-0.065	-0.115	-0.091
Si	11.998	3.94	22.217	-0.01	0.09	0.167
Si	-0.959	7.1	21.894	-0.296	-0.092	0.26
Si	11.826	9.22	21.889	0.139	-0.162	0.194
Si	-1.226	12.414	22.15	-0.038	-0.155	-0.042
Si	7.54	9.198	29.23	-0.086	-0.007	-0.258
Si	9.162	8.754	26.595	0.076	-0.083	0.361
Si	5.404	-2.52	27.16	0.077	0.088	0.333
Si	1.042	5.389	28.158	0.099	0.057	-0.137
Si	1.839	10.127	25.152	-0.203	-0.142	0.553
Si	1.722	10.815	31.645	-0.234	0.005	-0.671
Si	4.64	2.142	27.186	0.149	0.062	0.288
Si	0.677	1.201	31.084	0.246	-0.172	-0.574
Si	4.496	12.394	32.006	0.208	0.067	-0.408
Si	5.268	7.132	29.543	0.106	0.082	-0.354
Si	-4.5	-0.118	29.125	-0.145	0.187	-0.339
Si	5.008	2.282	32.198	-0.042	-0.151	-0.446
Si	0.985	12.637	29.489	0.018	0.107	-0.227
Si	0.286	8.042	26.857	-0.067	0.042	0.268
Si	-5.202	11.963	31.202	0.122	-0.235	-0.628
Si	8.769	0.276	29.742	0.089	0.022	-0.337
Si	-3.921	-1.997	26.801	0.147	0.084	0.288
Si	-3.495	11.919	28.695	-0.017	0.036	-0.073
Si	-1.325	3.807	26.651	-0.007	0.188	0.446
Si	6.553	9.28	24.892	0.061	0.104	0.567
Si	-2.732	10.448	24.151	-0.06	-0.002	0.375
Si	0.741	6.178	31.028	0.153	-0.006	-0.495
Si	5.121	6.772	24.87	-0.174	-0.11	0.644
Si	-2.007	9.48	28.448	0.079	-0.07	-0.181
Si	-3.212	-0.573	31.833	-0.065	0.022	-0.464
Si	7.106	0.142	26.988	-0.309	-0.017	0.361
Si	2.976	8.309	31.208	0.079	-0.31	-0.589
Si	6.477	4.977	31.572	-0.026	0.145	-0.677
Si	2.988	-1.577	28.983	-0.02	-0.079	-0.045
Si	8.791	-2.563	31.122	-0.109	0.263	-0.622
Si	0.215	2.533	24.187	-0.212	0.108	0.175
Si	3.523	1.104	29.887	-0.119	-0.288	-0.431
Si	9.796	9.056	31.324	-0.136	0.041	-0.55
Si	-3.716	5.362	25.12	-0.115	0.082	0.554
Si	4.03	5.155	27.317	-0.075	-0.178	0.275
Si	-4.3	10.026	26.763	-0.246	-0.33	0.446
Si	4.531	11.592	25.079	0.254	-0.081	0.542
Si	7.927	5.357	24.164	0.177	-0.051	0.343
Si	8.624	3.097	31.005	0.385	-0.177	-0.637
Si	10.679	-2.405	24.277	0.176	-0.061	0.307
Si	10.718	4.412	29.154	-0.069	-0.045	-0.264
Si	1.65	-1.608	25.261	-0.136	-0.141	0.783
Si	-1.813	7.493	24.66	0.013	-0.094	0.648
Si	6.435	12.17	29.634	0.129	-0.205	-0.469
Si	8.436	-0.185	24.247	-0.088	0.181	0.213
Si	-1.068	-1.533	26.388	-0.148	-0.054	0.273
Si	9.72	5.572	26.534	0.102	0.15	0.435
Si	-1.794	7.897	31.138	-0.166	0.084	-0.551
Si	-4.636	6.678	31.154	0.028	-0.014	-0.61
Si	2.984	1.035	24.787	0.286	0.081	0.637
Si	-1.848	2.318	31.425	-0.209	0.265	-0.604
Si	-3.171	2.688	28.853	-0.198	0.147	-0.27
Si	0.152	-0.992	28.968	-0.003	0.088	-0.206
Si	0.641	12.394	26.645	-0.032	-0.055	0.324
Si	1.376	14.964	5.578	-0.034	-0.05	-0.026
Si	4.096	1.374	5.551	0.003	-0.039	-0.067
Si	1.412	4.066	5.566	0.01	0.067	-0.039
Si	4.072	6.809	5.543	-0.039	-0.01	-0.02
Si	1.397	9.532	5.542	0.013	0.03	-0.054
Si	4.1	12.254	5.533	0.036	0.021	-0.047
Si	6.826	14.936	5.531	-0.027	0.033	-0.051
Si	9.519	1.341	5.573	-0.04	-0.044	-0.025
Si	6.809	4.074	5.575	0.028	-0.006	-0.033
Si	9.538	6.802	5.565	-0.011	0.015	-0.032
Si	6.805	9.525	5.53	0.005	0	-0.049
Si	9.514	12.242	5.53	0.062	-0.023	-0.069
Si	12.241	14.966	5.564	0.032	0.02	-0.046
Si	14.978	1.365	5.59	0.026	0.051	-0.005
Si	12.258	4.079	5.599	-0.022	-0.01	-0.022
Si	14.985	6.812	5.577	0.02	-0.047	-0.026
Si	12.265	9.515	5.568	-0.042	-0.02	-0.025
Si	14.998	12.247	5.555	-0.029	-0.003	-0.049
Si	2.746	0.006	6.932	0.012	-0.005	0.01
Si	5.45	2.719	6.942	-0.008	0.018	0.022
Si	2.741	5.448	6.94	-0.021	0.004	0.008
Si	5.449	8.164	6.911	0.018	-0.012	-0.004
Si	2.752	10.89	6.918	-0.004	-0.031	0
Si	5.456	13.602	6.918	-0.019	0.008	0.006
Si	8.164	-0.025	6.933	0.034	0.01	0.013
Si	10.883	2.709	6.944	0.027	0.013	0.001
Si	8.173	5.441	6.935	0.02	-0.014	0
Si	10.898	8.162	6.939	0.005	0	0.006
Si	8.165	10.881	6.912	-0.006	0.001	0.008
Si	10.881	13.592	6.92	-0.009	0.01	-0.005
Si	13.609	-0.002	6.944	0.002	-0.019	-0.002
Si	0.031	2.727	6.943	-0.044	-0.004	0.005
Si	13.626	5.447	6.951	-0.014	0.009	0.001
Si	0.034	8.176	6.929	-0.006	-0.019	0.008
Si	13.625	10.888	6.925	-0.016	0.02	0.006
Si	0.02	13.602	6.945	0.013	0.006	0.007
Si	1.385	1.36	8.312	-0.014	-0.004	-0.004
Si	4.098	4.088	8.313	0.028	0.013	0.006
Si	1.378	6.806	8.309	-0.007	-0.014	0.003
Si	4.1	9.522	8.296	-0.012	-0.002	0.003
Si	1.388	12.24	8.304	0	0.023	-0.002
Si	4.103	14.962	8.301	-0.001	0.015	-0.001
Si	6.809	1.347	8.306	-0.026	-0.026	-0.007
Si	9.528	4.078	8.311	-0.025	-0.015	0.005
Si	6.81	6.808	8.296	0.023	0.013	0.003
Si	9.53	9.528	8.296	0.021	0	0.001
Si	6.81	12.238	8.295	0.008	-0.006	0.004
Si	9.532	14.949	8.307	0.007	0.017	0.001
Si	12.252	1.359	8.316	0.017	0.021	0.007
Si	-1.331	4.085	8.316	0.03	0.029	0.004
Si	12.257	6.804	8.314	-0.018	-0.028	0.008
Si	-1.336	9.529	8.301	0	-0.001	-0.003
Si	12.253	12.24	8.296	0	-0.008	-0.005
Si	-1.347	14.957	8.313	-0.037	-0.029	0.008
Si	0.019	-0.001	9.681	0.008	0.011	0.001
Si	2.74	2.724	9.687	-0.012	0.006	0
Si	0.024	5.446	9.687	-0.031	0.004	0.009
Si	2.742	8.165	9.678	0.003	-0.003	-0.005
Si	0.025	10.883	9.678	-0.008	-0.008	0.001
Si	2.743	13.603	9.677	-0.002	-0.009	-0.003
Si	5.453	-0.004	9.686	0.003	0.005	0.003
Si	8.168	2.714	9.678	0.018	0.013	-0.001
Si	5.458	5.448	9.681	-0.004	-0.017	0.004
Si	8.174	8.165	9.671	-0.014	-0.006	-0.003
Si	5.457	10.879	9.674	0.004	0	-0.001
Si	8.17	13.592	9.678	0.008	0.008	0.002
Si	10.891	-0.007	9.681	0.003	-0.012	0.004
Si	13.621	2.722	9.681	-0.01	-0.008	-0.001
Si	10.895	5.439	9.68	0.016	0.006	0.009
Si	13.623	8.167	9.678	-0.002	-0.003	0.004
Si	10.895	10.881	9.674	-0.002	0.004	0
Si	13.612	13.594	9.679	0.001	0.02	0.005
Si	1.379	14.958	11.054	-0.01	0.003	0.001
Si	4.097	1.36	11.06	0.002	-0.006	0
Si	1.381	4.084	11.062	0	-0.001	0
Si	4.097	6.804	11.057	0.005	0.004	0.001
Si	1.38	9.521	11.053	-0.008	0.003	-0.002
Si	4.099	12.239	11.05	-0.002	0.005	0.001
Si	6.813	14.954	11.055	-0.004	0.015	-0.005
Si	9.533	1.358	11.051	-0.005	0	-0.003
Si	6.811	4.079	11.052	-0.004	0.007	0.002
Si	9.534	6.804	11.048	0.001	-0.014	0
Si	6.815	9.519	11.051	0.012	0.003	0
Si	9.534	12.236	11.053	0.003	0.004	0
Si	12.254	14.955	11.054	0.002	0.003	0.003
Si	-1.339	1.361	11.055	-0.008	0.002	0.001
Si	12.259	4.082	11.053	0	0.008	0.002
Si	-1.34	6.805	11.056	0.008	-0.007	0.004
Si	12.257	9.523	11.05	-0.002	0	-0.003
Si	-1.34	12.238	11.052	-0.004	-0.008	0
Si	2.737	-0.003	12.432	-0.005	0.018	-0.005
Si	5.452	2.724	12.435	0.009	0	0.004
Si	2.739	5.445	12.436	0.002	-0.004	0.001
Si	5.455	8.164	12.431	0.003	-0.003	-0.001
Si	2.736	10.884	12.425	-0.007	-0.016	-0.004
Si	5.455	13.595	12.43	-0.005	0.005	0.002
Si	8.168	0.003	12.423	0.011	-0.023	-0.009
Si	10.897	2.719	12.421	-0.004	-0.004	0.001
Si	8.175	5.44	12.421	0.005	0.005	-0.004
Si	10.895	8.164	12.425	0.017	0	-0.003
Si	8.175	10.876	12.427	-0.008	-0.005	-0.005
Si	10.894	13.596	12.428	-0.004	0.002	0.004
Si	13.619	-0.004	12.422	-0.003	0.001	-0.004
Si	0.018	2.723	12.432	0	0.005	0
Si	13.617	5.445	12.427	-0.005	-0.01	0.003
Si	0.026	8.157	12.429	-0.023	0.007	0
Si	13.622	10.876	12.427	0.001	0.016	0
Si	0.018	13.599	12.428	0.009	0.01	0.001
Si	1.376	1.357	13.805	0.001	-0.016	-0.006
Si	4.093	4.084	13.814	-0.018	0.009	0.003
Si	1.383	6.804	13.815	-0.008	-0.003	0.001
Si	4.09	9.524	13.801	-0.007	0.032	-0.005
Si	1.381	12.242	13.803	-0.019	0.007	0
Si	4.094	-1.366	13.807	0.018	-0.024	-0.001
Si	6.814	1.362	13.805	-0.017	0.011	-0.006
Si	9.532	4.077	13.792	0.023	-0.005	0.004
Si	6.818	6.8	13.797	-0.007	-0.019	-0.003
Si	9.534	9.519	13.804	-0.012	0.002	-0.004
Si	6.812	12.231	13.8	0.038	0.001	0.001
Si	9.528	-1.357	13.789	-0.022	0.052	-0.005
Si	12.264	1.362	13.791	0.012	-0.014	0.002
Si	-1.34	4.09	13.804	-0.012	0.001	-0.001
Si	12.254	6.804	13.799	-0.021	0.017	-0.001
Si	-1.336	9.514	13.799	0.034	-0.033	-0.001
Si	12.26	12.236	13.799	0.002	-0.011	0.003
Si	-1.346	-1.364	13.801	-0.016	0.013	-0.006
Si	0.016	-0.008	15.173	0.006	0.025	0.004
Si	2.724	2.723	15.184	0.005	0	0.009
Si	0.017	5.447	15.188	0.022	-0.009	-0.004
Si	2.742	8.17	15.189	-0.014	-0.016	-0.011
Si	0.026	10.873	15.17	-0.022	0.008	-0.016
Si	2.738	13.595	15.189	-0.01	0.028	-0.007
Si	5.452	0.001	15.174	0.007	0.02	-0.008
Si	8.177	2.722	15.177	-0.001	-0.005	0.007
Si	5.463	5.445	15.178	0.027	0.022	-0.006
Si	8.17	8.159	15.176	0.036	0.016	0.003
Si	5.444	10.881	15.178	-0.023	-0.042	-0.016
Si	8.172	13.601	15.16	-0.035	-0.027	-0.015
Si	10.892	0.006	15.152	-0.017	-0.065	-0.007
Si	-2.696	2.72	15.169	-0.018	-0.016	-0.02
Si	10.885	5.444	15.162	0.006	-0.004	-0.011
Si	-2.696	8.156	15.175	-0.004	0.015	0
Si	10.902	10.876	15.174	0.007	0.013	0.005
Si	13.615	13.596	15.178	0.038	0.032	0.003
O	-0.157	-2.528	29.421	0.084	0.077	-0.005
O	-0.591	9.071	27.772	-0.113	-0.192	-0.082
O	4.023	11.959	23.56	-0.07	0.168	-0.438
O	8.785	-2.731	32.734	0.137	-0.021	0.508
O	-1.537	8.5	32.63	-0.158	0.243	0.612
O	4.825	12.979	25.884	-0.177	0.021	-0.169
O	-0.789	13.178	26.605	-0.078	-0.106	-0.292
O	7.146	-0.706	23.394	-0.19	0.111	-0.226
O	4.287	7.114	23.523	0.064	0.212	-0.585
O	8.257	10.932	22.652	0.006	0.119	-0.402
O	1.57	1.789	24.646	-0.089	0.084	-0.26
O	-1.836	11.687	23.55	0.251	0.224	-0.22
O	11.196	5.321	25.924	0.236	0.111	-0.441
O	2.2	6.886	31.19	-0.002	0.081	-0.02
O	10.254	10.588	31.025	0.078	0.007	-0.023
O	-0.721	1.57	23.279	-0.09	-0.182	-0.213
O	6.5	6.03	24.488	0.174	-0.143	-0.187
O	-2.343	0.785	31.643	0.154	-0.116	0.203
O	7.606	4.066	23.24	-0.196	0.082	-0.153
O	-0.706	7.246	25.839	-0.148	-0.242	-0.497
O	3.29	10.698	25.675	0.009	0.11	-0.139
O	8.509	-1.027	30.672	-0.265	-0.129	0.234
O	-4.432	3.592	28.369	-0.15	0.025	-0.011
O	-2.081	11.115	28.507	-0.168	-0.074	0.125
O	-4.719	-0.889	27.698	-0.136	0.004	-0.14
O	5.1	12.537	30.489	-0.247	-0.109	0.541
O	4.136	-1.85	27.904	-0.144	0.124	0.007
O	1.951	9.482	30.729	-0.2	0.302	0.321
O	7.056	5.646	32.944	0.013	-0.07	0.624
O	10.369	0.473	29.547	0.124	-0.187	0.338
O	3.599	-0.526	30.071	-0.177	-0.064	0.157
O	2.463	4.795	27.61	0.098	0.115	-0.142
O	8.659	3.195	32.625	-0.293	-0.106	0.561
O	6.561	9.026	23.285	0.09	-0.127	-0.612
O	-2.176	8.984	29.981	-0.294	-0.003	0.426
O	1.815	13.518	26.383	0.172	0.27	-0.084
O	1.662	-0.851	28.328	0.061	-0.09	0.053
O	3.132	11.545	31.93	0.144	-0.013	0.296
O	5.575	13.726	22.584	0.01	-0.048	-0.611
O	4.564	6.237	28.395	-0.055	0.188	-0.077
O	0.656	0.966	32.69	-0.23	-0.05	0.637
O	10.145	12.566	23.509	0.044	-0.161	-0.358
O	-3.509	1.114	28.792	0.117	0.041	0.07
O	-3.458	4.556	33.686	0.194	-0.055	0.415
O	-0.635	12.731	33.469	0.253	-0.242	0.499
O	1.025	6.994	27.855	-0.078	0.214	0.04
O	0.328	5.622	32.502	-0.001	-0.061	0.803
O	6.508	7.974	28.898	-0.076	0.114	-0.211
O	6.37	-1.292	26.71	0.118	-0.018	-0.1
O	3.39	8.768	32.708	-0.09	0.361	0.45
O	0.639	3.846	23.318	-0.101	-0.043	-0.154
O	6.066	1.277	32.906	-0.133	0.044	-0.056
O	0.895	5.125	29.771	0.058	-0.144	0.339
O	-3.853	4.658	23.651	-0.188	-0.347	-0.615
O	2.722	-0.417	25.502	-0.053	0.138	-0.279
O	-3.265	8.954	27.501	-0.124	0.041	0.082
O	-3.934	10.147	23.117	-0.185	0.001	-0.37
O	11.389	-2.707	25.737	-0.074	-0.252	-0.631
O	5.923	10.757	25.185	0.087	0.176	0.018
O	7.428	-0.783	33.665	0.195	0.023	0.273
O	9.578	8.654	32.883	0.049	0.055	0.442
O	0.688	11.243	25.51	-0.1	-0.012	-0.346
O	4.864	3.746	27.419	0.309	-0.051	0.076
O	-3.834	-0.984	30.355	0.154	-0.216	0.393
O	5.459	2.665	22.619	0.115	0.02	-0.507
O	2.615	5.399	22.586	0.031	0.107	-0.543
O	8.924	6.399	23.383	0.138	-0.113	-0.276
O	4.761	1.753	30.681	0.181	0.399	0.372
O	-1.829	9.091	24.328	0.103	0.124	-0.092
O	5.635	11.637	32.881	-0.115	0.312	0.179
O	-3.457	10.783	25.585	0.381	0.357	-0.62
O	0.21	8.151	22.42	-0.212	0.142	-0.457
O	-5.886	1.746	33.648	-0.216	-0.183	0.388
O	-3.398	10.078	33.534	-0.198	-0.112	0.517
O	9.226	0.938	23.383	0.059	0.039	-0.12
O	-0.899	-0.643	27.773	0.177	0.082	-0.028
O	2.459	-2.965	29.663	0.013	0.039	-0.204
O	-2.303	-1.76	32.51	0.037	-0.036	0.475
O	4.989	7.102	33.695	-0.124	0.02	0.422
O	8.609	9.352	28.007	0.062	0.31	0.26
O	-1.664	2.992	32.866	-0.103	-0.028	0.482
O	6.681	10.568	29.436	-0.284	0.154	0.156
O	-4.436	-0.263	32.864	0.022	0.194	0.484
O	8.064	0.037	28.296	-0.034	0.032	-0.059
O	11.775	-1.67	23.336	-0.022	-0.149	-0.115
O	3.698	0.816	23.344	-0.016	0.08	-0.545
O	6.238	12.809	28.144	-0.035	0	-0.057
O	-5.348	8.089	30.751	0.055	-0.034	0.132
O	4.217	5.833	25.851	0.161	0.326	-0.425
O	7.969	0.484	25.659	0.213	0.089	-0.566
O	-0.436	7.206	30.588	0.08	0.302	-0.069
O	10.889	2.773	22.661	0.05	0.169	-0.418
O	2.112	1.642	30.475	-0.005	0	0.417
O	8.178	1.616	30.46	-0.24	0.23	0.48
O	10.775	8.127	22.626	0.059	0.171	-0.546
O	3.643	1.535	28.324	-0.294	-0.206	-0.008
O	-4.862	12.123	32.784	0.068	-0.133	0.584
O	3.966	1.921	25.733	-0.173	-0.037	-0.533
O	9.649	4.892	28.018	-0.268	-0.191	0.065
O	5.556	8.181	25.592	-0.027	-0.076	-0.205
O	10.633	9.367	26.244	0.057	0.273	-0.376
O	4.231	8.218	30.172	-0.158	0.04	0.059
O	-0.624	2.904	25.519	0.082	-0.167	-0.311
O	-3.852	11.973	30.277	-0.089	-0.033	0.352
O	3.663	2.281	33.105	-0.156	0.008	0.354
O	8.079	9.176	25.458	-0.261	0.132	-0.296
O	6.062	1.362	27.265	-0.011	0.127	-0.079
O	-2.636	-1.362	25.976	-0.095	-0.21	-0.127
O	5.442	3.838	32.092	-0.308	-0.12	0.371
O	-0.263	13.687	22.595	0.093	-0.036	-0.484
O	-3.32	13.339	27.952	0.031	0.176	-0.085
O	-3.298	6.953	25.091	0.13	0.107	-0.084
O	1.465	8.798	26.024	0.337	0.219	-0.157
O	-2.69	-0.003	22.6	0.067	-0.093	-0.644
O	8.624	4.868	25.561	-0.222	-0.069	-0.581
O	4.137	-2.5	32.725	-0.268	-0.061	0.223
O	-4.704	11.123	27.912	-0.033	0.066	0.076
O	-1.923	2.884	27.843	0.237	-0.11	0.115
O	0.947	11.75	28.113	-0.009	-0.212	-0.049
O	8.371	8.812	30.568	0.134	0.06	0.409
O	7.496	10.027	33.628	0.193	0.199	0.733
O	-0.38	2.374	30.713	0.015	0.013	0.31
O	0.693	11.726	30.769	0.154	-0.328	0.255
O	7.709	12.807	30.385	0.119	-0.033	0.363
O	9.334	7.145	26.698	0.081	-0.135	-0.171
O	-0.185	4.738	27.338	-0.214	0.196	0.011
O	1.845	9.868	23.55	0.008	-0.194	-0.753
O	10.256	-3.091	30.635	0.157	0.21	0.325
O	10.028	3.448	30.262	-0.189	-0.259	0.143
O	-2.846	3.117	30.401	0.015	-0.114	0.472
O	2.224	-0.893	33.55	0.001	-0.166	0.507
O	2.276	4.433	33.645	-0.334	0.024	0.5
O	-2.555	4.628	25.995	-0.194	0.255	-0.337
O	-1.463	6.548	23.374	0.213	-0.148	-0.417
O	7.564	4.268	30.577	-0.213	-0.129	0.252
O	9.403	-1.448	24.562	-0.007	-0.123	-0.115
O	0.09	-1.053	25.32	0.143	0.051	-0.542
O	-5.18	6.162	32.6	-0.24	-0.14	0.792
O	-4.964	5.682	29.916	-0.116	0.244	0.068
O	0.977	10.574	33.062	0.108	-0.034	0.255
O	5.744	6.133	30.714	0.154	-0.43	0.58
O	0.098	-0.123	30.317	0.101	-0.093	0.384
O	-3.02	6.833	31.223	0.118	-0.281	0.268
H	1.232	-0.495	22.987	0.005	0.126	-0.141
O	2.014	-2.384	23.856	0.372	-0.4	-0.424
H	2.621	13.157	23.877	-0.073	0.028	0.167

Results
total energy: -101689.159 eV
total energy less fixed offsets of H -15.91, O -438.35, Si -107.03 eV per atom: -4.139 eV
